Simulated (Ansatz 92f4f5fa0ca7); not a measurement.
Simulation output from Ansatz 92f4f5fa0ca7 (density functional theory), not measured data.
Periodic cell of 372 atoms, Si256O116, from a study of silicon, its oxide and their interface. The atomic structure is a simulated model.

Settings: functional r2SCAN; potential files Ansatz PAW; basis plane waves; wave-function cutoff 800 eV; density cutoff ratio 5; exchange-correlation grid ratio 1; k mesh 1 x 1 x 1, Gamma-centred; self-consistency stop 1e-10 eV per atom in the density residual; occupations fixed; spin none; net charge 0.

Cell vectors (angstrom)
a	16.3305	0	0
b	0	16.3305	0
c	0	0	24.7666

Atoms and the computed forces on them: element, x, y, z (angstrom), force x, y, z (eV/angstrom)
Si	-0.5177	0.4803	-0.1312	0.0122	-0.0158	-0.109
Si	2.641	2.9347	0.1959	0.0139	-0.0049	-0.0829
Si	0.3562	5.0652	0.0864	-0.0141	0.0017	-0.1126
Si	3.1453	7.849	-0.0311	-0.0076	0.0121	-0.1083
Si	-0.2493	11.119	-0.0926	0.0018	-0.0028	-0.1077
Si	3.1372	13.2335	-0.1365	-0.013	0.0115	-0.1173
Si	5.6927	-0.296	0.1769	-0.0185	0.01	-0.0866
Si	8.4521	2.359	0.2071	-0.0125	0.0028	-0.0855
Si	5.2691	5.5953	0.3134	0.0112	-0.0115	-0.0798
Si	8.1817	7.8807	0.1077	-0.0089	-0.0161	-0.0996
Si	5.4695	11.1124	0.0228	0.0158	-0.0103	-0.0989
Si	8.0524	14.0226	0.1774	0.0191	0.0068	-0.0843
Si	10.6676	0.1844	0.3532	0.0031	-0.0138	-0.0794
Si	13.6832	2.7001	0.3531	0.0061	-0.002	-0.0491
Si	11.545	4.8788	-0.0919	-0.0022	0.0094	-0.0876
Si	13.3405	8.3245	-0.1544	-0.0021	-0.0014	-0.1134
Si	11.0971	10.657	-0.0186	-0.0029	0.0085	-0.1033
Si	13.774	13.3914	0.0172	-0.0058	0.0047	-0.1065
Si	1.2967	1.3268	1.2501	-0.0011	0.002	0.0046
Si	4.0855	4.0756	1.5903	-0.0009	0.0012	0.0021
Si	1.4387	6.7984	1.2603	0.0019	-0.0025	0.0072
Si	4.2354	9.4939	1.2698	-0.0002	-0.0003	0.0079
Si	1.4419	12.2028	1.1596	0.0005	0.0015	0.0069
Si	4.0941	14.8402	1.3503	-0.0003	-0.0006	0.0061
Si	6.8269	1.2896	1.4967	0.0033	-0.0009	0.0048
Si	9.6905	4.0373	1.274	0.0008	-0.0022	0.001
Si	6.8117	6.757	1.5865	0.0016	0.0025	0.006
Si	9.4321	9.5495	1.24	0.0034	-0.005	0.0037
Si	6.9225	12.3191	1.3723	0.0001	0.0024	0.007
Si	9.4617	15.0697	1.698	0.0015	-0.0004	0.0079
Si	12.2859	1.3183	1.5666	-0.0019	0.0009	0.0042
Si	15.0991	4.0928	1.5278	0.0021	-0.0001	0.0053
Si	12.3618	6.6711	1.2325	-0.0023	0	0.0032
Si	14.9864	9.4521	1.1671	-0.0023	0.0014	0.0066
Si	12.182	12.2623	1.3225	0.0016	-0.0011	0.0037
Si	14.9189	15.0636	1.2256	0.0009	-0.0004	0.0053
Si	0.0854	2.6667	2.8055	0.0015	-0.0038	-0.0004
Si	2.6854	-0.0613	2.6091	-0.0009	0.0016	-0.003
Si	0.0274	8.1521	2.5984	-0.0005	0.0017	-0.0032
Si	2.6945	5.4863	2.8105	-0.0012	0.0004	-0.0006
Si	0.0563	13.6429	2.5185	0.0001	-0.0011	-0.0034
Si	2.7629	10.8336	2.5985	-0.003	-0.0017	-0.0024
Si	5.4836	2.6797	2.8119	-0.0001	0.0018	-0.0028
Si	8.1001	0.044	3.0144	0.0006	0.0006	-0.0028
Si	5.473	8.2098	2.8104	-0.0013	0.0024	-0.0022
Si	8.2947	5.353	2.717	-0.0004	-0.001	-0.002
Si	5.4784	13.5777	2.7771	-0.0013	-0.0007	-0.0032
Si	8.2031	10.8998	2.7184	0.0006	0	-0.002
Si	10.8952	2.7246	2.827	-0.003	0.0022	0.0004
Si	13.6494	-0.0706	2.8068	0.0035	-0.001	-0.0033
Si	10.8794	8.0898	2.5497	-0.0005	0.0012	-0.0036
Si	13.6984	5.4937	2.7721	-0.0036	0.0018	-0.0029
Si	10.8895	13.586	2.7814	0.0006	-0.0002	-0.0048
Si	13.6168	10.8411	2.6	0.001	-0.0002	-0.0014
Si	1.3746	4.0881	4.1597	-0.0001	0.0016	-0.0003
Si	4.0433	1.3024	4.0551	-0.0016	-0.0013	-0.0007
Si	1.3799	9.5111	3.9909	0.0009	-0.0004	-0.0002
Si	4.0819	6.8375	4.1247	0.0017	-0.0014	-0.001
Si	1.3589	14.9341	4.0119	-0.0006	0.002	0.0002
Si	4.0809	12.1827	4.0528	0.0009	0.0005	-0.0013
Si	6.8833	4.05	4.1045	0.0004	0.0027	-0.001
Si	9.5379	1.4135	4.2372	0.0019	-0.0017	-0.0004
Si	6.8386	9.565	4.116	0.0022	0.0012	-0.0011
Si	9.5793	6.793	4.0467	0.0017	0.0016	-0.0003
Si	6.7473	14.9348	4.2294	-0.0023	-0.0026	-0.002
Si	9.5444	12.2194	4.1191	-0.0018	-0.0001	0.0008
Si	12.2947	4.1146	4.1137	0.0031	0.0015	-0.0017
Si	15.0064	1.3332	4.1263	-0.0015	0.0009	-0.0008
Si	12.2489	9.4703	3.9632	-0.0007	-0.0016	-0.0005
Si	15.0387	6.8542	4.0987	0.0012	0.0015	0.0006
Si	12.2674	14.9285	4.1268	-0.0009	0.0008	0.0005
Si	15.0085	12.2463	3.9169	0.0013	-0.0004	-0.0012
Si	0.048	-0.0301	5.4318	-0.0008	0.0002	-0.0004
Si	2.7497	2.7077	5.4572	0.0004	0.0003	-0.0008
Si	0.0073	5.4591	5.493	-0.0008	-0.0003	-0.0013
Si	2.6932	8.1721	5.4463	-0.0006	0.0006	0
Si	0.0101	10.8948	5.3467	0.0008	-0.0003	-0.0005
Si	2.7042	13.5711	5.3982	-0.0002	0.0006	-0.0002
Si	5.3667	-0.0131	5.5099	0.0009	0.0007	0
Si	8.1688	2.7542	5.5651	0.0002	0	-0.0008
Si	5.4767	5.4393	5.4087	-0.0017	-0.0003	-0.0001
Si	8.1883	8.1426	5.4121	-0.0005	-0.0004	0.0006
Si	5.4264	10.8637	5.47	-0.001	0.001	-0.0003
Si	8.1726	13.5701	5.496	0.0003	0.0003	-0.0001
Si	10.9305	-0.0053	5.4821	0	-0.0001	-0.001
Si	13.646	2.7314	5.4634	0.001	-0.0001	-0.0011
Si	10.9183	5.4745	5.4651	0.0016	0.0003	-0.0003
Si	13.6192	8.1944	5.4217	-0.0007	-0.0012	0.0003
Si	10.9211	10.8234	5.4011	0.0007	0	-0.0012
Si	13.6697	13.5605	5.384	0.0014	-0.0015	-0.0007
Si	1.3679	1.3628	6.8099	0	-0.0002	0.0004
Si	4.1142	4.0944	6.7875	0	-0.0001	0.0005
Si	1.3699	6.8159	6.8506	0.0008	-0.0003	0.0005
Si	4.0565	9.4907	6.8231	-0.0003	-0.0004	-0.0011
Si	1.3384	12.2242	6.7784	-0.0001	0.0005	0.0003
Si	4.0048	14.9396	6.8252	-0.0007	-0.0006	0.0002
Si	6.7553	1.3739	6.8448	-0.0002	0.0004	0.0002
Si	9.5331	4.152	6.8606	0.0001	0	0.0001
Si	6.7927	6.8054	6.782	0.0006	0.0008	-0.0001
Si	9.5357	9.4939	6.774	-0.0014	-0.0008	-0.0001
Si	6.7795	12.2231	6.8258	0.0017	0.0008	0.0004
Si	9.5489	14.9692	6.8082	0.0013	0.0006	-0.0007
Si	12.2835	1.3774	6.8236	0	-0.0005	-0.0008
Si	14.9777	4.0982	6.8496	0.0001	0.0011	0.0006
Si	12.2758	6.8308	6.8219	0.0009	0.0004	0.0003
Si	14.9895	9.5606	6.7779	0	0.0007	0.0002
Si	12.2926	12.2147	6.7345	0.0004	-0.0015	-0.0003
Si	14.9965	14.9505	6.7544	0.0008	0.0008	0.0005
Si	0.032	2.7384	8.1944	0.0015	0.0006	0.0003
Si	2.6802	0.003	8.1957	-0.0002	-0.0004	0.0001
Si	-0.0053	8.1846	8.1936	-0.0002	0.0004	0.0002
Si	2.7569	5.4396	8.183	-0.0004	-0.0009	-0.0005
Si	-0.0172	13.6146	8.1455	-0.0005	0.0005	-0.0005
Si	2.6784	10.8408	8.1585	-0.0008	-0.0012	0
Si	5.4081	2.7563	8.2026	0.001	-0.0019	-0.0003
Si	8.1694	0.0117	8.1376	-0.0004	0.0003	0.0004
Si	5.3996	8.0981	8.1812	-0.0015	0.0003	0.0004
Si	8.1141	5.4875	8.198	0.0013	-0.0021	0.0001
Si	5.3927	13.5838	8.1546	-0.0004	-0.0002	0.0017
Si	8.1398	10.824	8.1337	0.0001	0.0002	0.0007
Si	10.9113	2.7627	8.1602	-0.0009	0.0007	0
Si	13.6855	0.0109	8.1322	0.0006	0.001	0.0002
Si	10.8748	8.1707	8.1727	-0.0001	0.001	0
Si	13.6185	5.4672	8.2039	-0.0006	-0.0005	0.0003
Si	10.94	13.5868	8.102	-0.0003	0.0008	-0.0001
Si	13.6329	10.9218	8.1528	-0.0007	0.0004	0.0012
Si	1.4124	4.0925	9.5618	-0.0004	-0.0003	0.0006
Si	4.0263	1.4002	9.541	-0.0014	0.002	0.0003
Si	1.3437	9.5177	9.608	0.0017	0.0008	0
Si	4.0561	6.7658	9.6365	-0.0001	0.0004	-0.001
Si	1.2941	14.9881	9.5343	-0.0003	-0.0003	0.0003
Si	4.0362	12.1877	9.4975	-0.0017	0.0009	0.0008
Si	6.731	4.1368	9.574	-0.0006	0.0022	0.0011
Si	9.5075	1.4283	9.481	0.0005	-0.0001	-0.0005
Si	6.7564	9.4646	9.503	0.0012	0.001	0.0006
Si	9.465	6.8454	9.5446	0.0008	0	-0.0002
Si	6.7756	14.9815	9.4412	0.0007	0.0006	0.0013
Si	9.5321	12.2196	9.408	-0.0003	-0.0001	0.0002
Si	12.2525	4.1046	9.5554	-0.0021	-0.0008	-0.0003
Si	15.011	1.3723	9.552	-0.0007	-0.0005	-0.0007
Si	12.2468	9.5663	9.4776	0.0018	-0.0008	-0.0006
Si	14.9851	6.8151	9.5769	0.0006	-0.0019	0.0016
Si	12.3154	14.9759	9.4443	0.0007	0.0003	0.001
Si	14.9595	12.3011	9.5473	0.001	-0.0013	-0.0002
Si	0.0019	0.0288	10.9852	0.0012	0.0003	-0.0013
Si	2.6793	2.7078	11.0048	-0.0006	0.0003	-0.0011
Si	0.0804	5.4587	10.9322	0.0017	0.0003	-0.0001
Si	2.6794	8.1203	11.0234	0.0007	-0.0003	-0.0015
Si	-0.0126	10.9568	10.9141	-0.0013	0.0007	0.0008
Si	2.6657	13.5767	10.7886	-0.0003	0.0007	0.0001
Si	5.4648	0.0613	10.7899	0.0004	0.0007	0.0001
Si	8.1333	2.7935	10.863	-0.0006	0.0004	-0.0003
Si	5.3534	5.3839	11.0721	0.001	-0.001	0.0003
Si	8.0782	8.1659	10.9415	0.0001	0.0007	-0.0014
Si	5.3549	10.7713	10.8553	0.0008	-0.0026	0.001
Si	8.1278	13.5574	10.7085	0.0005	-0.002	0.0002
Si	10.9493	0.0508	10.7072	-0.0004	-0.002	-0.0003
Si	13.6579	2.7531	10.8993	0.0039	0.001	0.0019
Si	10.8114	5.4512	10.8544	0.0005	0.0003	-0.0006
Si	13.5848	8.228	10.8495	-0.0014	0.0005	0
Si	10.8641	10.9137	10.8247	-0.0008	0.0005	-0.0008
Si	13.6181	13.6889	10.9345	-0.0011	0.0007	-0.0005
Si	1.3653	1.341	12.4312	0.0028	-0.0002	0.0004
Si	3.9706	3.9731	12.5124	0.002	-0.0004	-0.0009
Si	1.3252	6.7779	12.4666	-0.0018	0	-0.0004
Si	4.039	9.4777	12.3878	0.0001	-0.001	-0.0004
Si	1.3568	12.3275	12.2902	0.0002	0.0017	-0.0007
Si	4.0856	14.9588	11.9824	0.0009	-0.0017	-0.0014
Si	6.7739	1.4422	12.1983	0.0004	-0.0026	0.0012
Si	9.4466	4.1418	12.2743	0	0.0002	0.0003
Si	6.7251	6.7973	12.3709	-0.0011	0.0014	-0.0017
Si	9.4717	9.5982	12.1968	0.0019	-0.0001	-0.0014
Si	6.7792	12.1477	12.0563	0.0004	0.0014	-0.0005
Si	9.5267	14.9974	11.895	-0.0013	0.002	-0.0022
Si	12.2442	1.3786	12.1728	-0.0009	-0.0005	0.0003
Si	15.1098	4.0557	12.2668	-0.0005	-0.0008	-0.0015
Si	12.1622	6.8599	12.1154	0.0004	-0.0005	0.0013
Si	14.906	9.622	12.2257	0.0007	0.0014	-0.0016
Si	12.1603	12.3286	12.1893	0	-0.0007	-0.0013
Si	14.953	15.0666	12.3793	0.001	-0.0011	0.0001
Si	-0.0757	2.6221	13.8872	0.0001	-0.004	0.0039
Si	2.9232	-0.0954	13.5201	0.0025	0.0012	0.006
Si	-0.0792	8.3019	13.6636	0.0018	-0.0026	0.0038
Si	2.5324	5.2939	13.9688	-0.0022	0	0.0042
Si	0.0589	13.7541	13.7221	-0.0023	0.0008	0.0036
Si	2.6975	10.9371	13.6839	0.0018	-0.0029	0.0044
Si	5.465	2.5937	13.8295	0	-0.0012	0.0033
Si	8.2565	0.0108	13.2604	0.0005	-0.0018	0.0035
Si	5.3292	8.0764	13.8327	-0.0016	0.0018	0.0038
Si	8.1196	5.4635	13.7494	0.0028	-0.0018	0.0064
Si	5.4313	13.5816	13.2539	-0.0001	0.0008	0.0033
Si	8.0823	10.927	13.5711	0.0004	0.0006	0.0025
Si	10.8511	2.7361	13.4947	-0.0014	0.0025	0.0033
Si	13.5135	0.0892	13.7096	0.0013	-0.0038	0.0032
Si	10.7887	8.1908	13.5129	-0.0007	0.001	0.0048
Si	13.6858	5.5757	13.3167	0.0007	-0.0019	0.0021
Si	10.7094	13.7207	13.4016	-0.0032	-0.0007	0.0041
Si	13.5068	11.0176	13.5604	-0.0029	0.0017	0.0036
Si	1.0872	3.902	15.4835	-0.0039	0.0127	-0.1019
Si	4.6816	0.6216	14.9603	0.0157	0.0053	-0.0786
Si	0.9776	9.9519	14.9897	-0.0131	0.011	-0.0837
Si	4.2012	6.393	15.2102	0.0171	-0.008	-0.0849
Si	1.8344	14.7932	14.9808	-0.0027	-0.0177	-0.0742
Si	4.0103	12.556	14.7785	-0.0166	0.0057	-0.0643
Si	6.5622	4.265	15.0916	-0.0101	0.0094	-0.0724
Si	9.6956	1.098	14.7278	0.0108	-0.0095	-0.0642
Si	7.0162	9.3103	14.9342	0.0079	-0.0155	-0.0626
Si	9.2782	7.1313	14.9896	-0.0112	0.0095	-0.0635
Si	6.9268	14.8786	14.4307	-0.0015	-0.0004	-0.0344
Si	9.0725	12.7255	14.7514	-0.0148	0.0081	-0.0632
Si	12.4645	4.068	14.5191	0.0063	-0.0117	-0.0481
Si	14.4376	1.7229	15.2058	-0.0019	0.0121	-0.0989
Si	12.225	9.4755	14.7974	0.019	-0.012	-0.0586
Si	14.4689	7.2722	14.7698	-0.0057	0.0135	-0.0661
Si	11.8286	15.2268	14.7812	-0.0066	0.0151	-0.065
Si	15.0883	12.1881	14.8555	0.0155	-0.0127	-0.0635
Si	20.1317	1.1026	22.8651	-0.015	-0.0076	-0.1899
Si	-2.1612	1.7074	18.3395	-0.0023	-0.0064	-0.1761
Si	0.1209	37.7112	21.8526	0.0118	-0.0146	-0.2107
Si	20.8809	-1.5709	19.4397	-0.0092	0.0003	-0.179
Si	19.2414	-0.1586	17.3458	-0.0174	0.0186	-0.1762
Si	6.1577	10.1471	21.9505	-0.0188	0.0247	-0.1872
Si	26.0285	-10.0898	23.0908	-0.0363	0.0039	-0.1478
Si	1.912	27.3077	20.2807	0.0251	-0.01	-0.1889
Si	-5.4375	-4.9907	16.9383	0.0193	-0.0015	-0.1725
Si	13.5278	-3.1035	21.7551	0.0003	0.0228	-0.1931
Si	-23.302	19.5305	19.7982	0.0247	-0.0083	-0.1767
Si	25.7471	-4.4656	19.4224	0.0027	-0.0118	-0.1898
Si	14.2704	6.1456	19.9957	0.0159	-0.0618	-0.1881
Si	7.144	5.1834	20.3421	0.0045	-0.0311	-0.1737
Si	-0.4587	5.971	17.1885	0.003	-0.006	-0.1761
Si	8.4946	16.9135	21.0965	-0.0008	0.0336	-0.1606
Si	5.2501	-21.845	16.9189	0.0129	-0.0054	-0.1731
Si	-25.4323	4.2001	23.0234	-0.0042	0.0091	-0.1839
Si	-7.7104	2.9733	16.8714	-0.012	0.0057	-0.1736
Si	6.2187	12.0535	19.5706	-0.0131	-0.0038	-0.1883
Si	11.3066	10.991	21.6972	-0.0163	0.0118	-0.186
Si	-8.4839	7.8272	21.8472	-0.0256	-0.0072	-0.1717
Si	5.5602	-15.2262	20.3911	0.0136	-0.0047	-0.1643
Si	10.2129	14.7737	19.9569	0.0177	-0.0035	-0.1696
Si	18.8719	-6.5855	17.6409	-0.0059	-0.0375	-0.1829
Si	28.5496	4.0864	19.0897	-0.009	0.002	-0.153
Si	2.4328	-13.6473	18.0746	-0.013	-0.0252	-0.173
Si	2.4273	-9.4134	17.8399	0.0062	0.0217	-0.1799
Si	26.212	-17.7016	22.8703	-0.0053	0.0135	-0.2014
Si	13.1495	15.204	19.3964	0.0271	0.023	-0.1925
Si	3.4208	-7.7405	21.8169	-0.0029	-0.0026	-0.1989
Si	4.8715	-12.4731	19.4035	-0.0387	-0.0125	-0.1487
Si	-5.5591	21.6065	16.7013	-0.017	0.0212	-0.1501
Si	13.3831	8.6749	21.566	0.0039	-0.0116	-0.19
Si	2.9357	-10.6067	20.607	0.0002	-0.0255	-0.1827
Si	2.4964	-2.4668	21.5583	0.0293	-0.0056	-0.2018
Si	31.9437	10.9561	21.683	-0.0004	0.0037	-0.1736
Si	13.1817	13.4036	16.9938	0.0014	-0.0169	-0.1686
Si	32.9563	2.485	20.2014	-0.0045	0.0269	-0.1981
Si	1.0327	-0.0331	22.0087	0.0146	0.0211	-0.1945
O	2.5735	5.8584	-5.7386	0.0182	-0.0299	0.1325
O	-4.1083	-6.8268	-0.2334	-0.0006	0.0021	0.0486
O	13.5356	7.5639	-4.4032	-0.018	0.0613	0.0947
O	-3.6753	3.7154	-0.4742	0.007	-0.0063	0.0434
O	7.6712	2.7608	-1.1863	0.0256	-0.0239	0.0981
O	0.9334	-9.5551	-7.5092	0.02	0.0015	0.0508
O	23.5361	3.6557	-8.2916	0.0306	-0.0179	0.0798
O	-1.2818	5.9512	-6.1951	-0.0504	0.0125	0.1361
O	-9.8272	10.0151	-8.4568	-0.0291	0.0286	0.0831
O	-7.2517	18.4184	-3.8357	-0.0137	-0.035	0.0767
O	1.2088	-1.4949	-3.4545	-0.0059	0.0103	0.0641
O	-0.9176	18.6226	-5.6011	0.0481	0.0111	0.0933
O	9.4273	-25.3005	-2.8411	0.0181	-0.0188	0.0786
O	5.2924	-0.1428	-5.3559	0.013	0.0295	0.0711
O	18.6878	-3.93	-3.8716	0.0007	0.0384	0.0745
O	-11.3939	-7.2258	-2.8092	0.0132	0.0038	0.06
O	2.4138	16.6241	-1.9823	0.0212	0.0108	0.0677
O	0.7027	1.0757	-3.8867	0.0179	-0.0673	0.1088
O	11.0498	15.5707	-0.9463	0.0156	0.0336	0.1029
O	20.1785	3.4691	-6.5687	0.0422	0.019	0.0768
O	4.282	12.1155	-0.5032	0.0052	-0.0036	0.0552
O	7.3713	-8.4635	-1.3468	0.0137	0.0056	0.1361
O	9.0091	13.7992	-1.1548	-0.039	-0.021	0.103
O	11.1173	5.4883	-1.5865	0.022	-0.0214	0.0913
O	10.0369	10.936	-6.5262	-0.0363	0.0148	0.1207
O	-0.1054	-0.0842	-1.6123	-0.0476	0.0131	0.137
O	3.5269	6.7699	-8.1123	-0.0408	0.0149	0.1162
O	7.9242	13.8212	-9.527	0.0024	-0.0071	0.0308
O	9.5294	6.9804	-0.2407	-0.008	0.0243	0.0758
O	26.2182	-4.088	-8.7061	0.0294	-0.0252	0.0888
O	19.0002	-2.5681	-1.6064	0.02	-0.0234	0.1646
O	26.8392	14.3743	-3.2593	-0.0086	0.0003	0.1334
O	17.7612	9.5333	-8.2741	0.0388	-0.0052	0.1115
O	2.2633	-5.3874	18.6862	-0.0225	0.0392	0.1369
O	10.7705	-5.1893	23.2219	-0.0065	-0.0093	0.1515
O	2.8848	-2.7393	15.3565	0.0028	0.0059	0.035
O	6.831	-1.3478	24.4151	-0.004	-0.0019	0.0469
O	3.772	-1.7637	20.8445	-0.0495	-0.0175	0.1093
O	5.7068	18.812	19.5842	0.0095	-0.0256	0.0615
O	19.8285	2.4794	23.6434	-0.0265	0.0342	0.0976
O	0.323	10.8391	20.4581	-0.0414	0.0037	0.0838
O	-10.2808	21.1498	23.8957	-0.0354	0.0316	0.0973
O	9.7999	36.6688	16.5122	-0.0007	-0.0065	0.0735
O	8.6355	4.6607	19.9386	-0.0338	0.0308	0.072
O	5.9333	15.9102	15.2498	-0.0063	0.0071	0.0323
O	-3.1341	-11.406	20.0678	0.0222	0.0297	0.0705
O	17.8045	19.4915	19.2975	-0.0391	0.0001	0.0975
O	2.5984	-7.9509	18.4876	0.0011	0.0005	0.0671
O	9.9305	6.6299	16.4204	0.0227	-0.0256	0.071
O	3.5248	-9.1813	21.0883	0.0105	0.0534	0.0849
O	11.5713	5.1997	18.0881	0.0332	-0.0277	0.1013
O	-2.7846	7.935	23.0188	-0.0009	-0.0117	0.1563
O	7.8097	11.9242	19.392	0.0041	0.0015	0.0577
O	13.5471	14.5572	20.8233	0.0103	-0.0584	0.123
O	18.2834	3.0051	16.5462	0.0352	-0.0317	0.1187
O	21.2945	12.1436	16.042	0.0239	-0.0282	0.0827
O	27.2863	3.4266	19.8438	-0.0274	-0.0073	0.0625
O	14.9301	-4.0662	24.5584	-0.0003	0.0046	0.0515
O	5.4127	21.6692	15.5512	-0.0039	0.0007	0.0337
O	16.1431	-5.289	15.3137	0.005	-0.0039	0.0332
O	8.9233	32.532	22.4684	0.0236	-0.0399	0.1062
O	13.7399	16.6765	19.1022	-0.0125	-0.0353	0.066
O	12.3866	14.471	16.0947	0.023	-0.036	0.088
O	22.1814	11.4434	21.0239	0.0015	-0.0542	0.1216
O	7.4584	-7.0007	21.3571	0.0007	-0.0163	0.0657
O	1.6562	-10.9012	21.533	-0.0366	-0.0036	0.0804
O	9.8606	-2.9224	19.1821	0.002	0.0247	0.0647
O	8.1766	8.2608	15.4133	0.0012	0.0007	0.0246
O	4.2261	6.6581	24.3919	0.0081	-0.0065	0.0509
O	-1.7214	1.3392	16.7986	-0.0103	0.0066	0.1435
O	6.3488	10.6481	23.4793	-0.0177	0.0259	0.1373
O	13.4321	3.0064	15.2914	0.0079	-0.0086	0.0382
O	11.9858	-6.8096	21.4434	0.0012	0.0005	0.0609
O	8.5426	5.1288	22.98	0.0178	0.0101	0.0599
O	14.4627	-3.4991	16.2071	-0.0347	0.0263	0.0817
O	13.7121	-2.173	18.3005	-0.003	0.0433	0.119
O	11.4163	10.0516	16.1032	-0.0249	0.034	0.0784
O	-3.039	13.755	23.2659	0.0041	0.0021	0.1507
O	-17.9648	-14.6658	24.303	-0.0148	0.0099	0.046
O	-0.1031	-12.8214	21.3912	-0.005	0.0388	0.0959
O	3.9232	9.9137	16.8271	-0.0175	0.001	0.0675
O	3.9806	4.4763	20.6354	-0.0065	0.0163	0.0699
O	-2.9908	24.6948	15.2214	0.0012	-0.0022	0.0295
O	2.6248	9.7299	21.0041	0.0201	-0.0353	0.0867
O	22.3727	4.9838	19.152	0.0251	0.011	0.0739
O	10.7718	16.3551	15.3336	0.0034	-0.0035	0.0322
O	18.0158	-0.7176	16.4079	0.0205	0.0246	0.0933
O	28.7065	12.1595	21.3402	0.0037	-0.0045	0.0643
O	9.6647	1.3521	24.5641	0.0006	0.0071	0.0504
O	16.4039	-5.578	23.0987	0.0145	-0.0005	0.1467
O	8.8101	1.6504	15.9738	-0.0166	0.0311	0.0777
O	26.3224	11.2286	20.7842	0.0515	-0.0255	0.117
O	20.331	16.961	16.432	-0.0338	-0.0167	0.1004
O	13.0149	2.8653	18.3523	-0.0126	0.0177	0.0579
O	-4.1384	12.1914	17.377	-0.0041	0.0045	0.0601
O	4.9613	0.2864	23.6119	0.0463	-0.0342	0.1079
O	-1.7771	-6.5556	21.4564	-0.0004	0.0012	0.0558
O	-9.1869	-9.6082	20.873	0.0176	0.0477	0.082
O	2.4294	1.0625	18.2953	-0.0056	0.0231	0.0704
O	-0.2815	5.3647	23.3838	0.0034	0.005	0.1602
O	3.506	-17.7562	18.185	0.0419	-0.0338	0.108
O	9.0466	-0.4184	19.9155	-0.0113	0.0123	0.0665
O	21.9643	-2.7792	19.3397	0.001	0.0032	0.0545
O	20.6414	-14.9607	21.3695	-0.0407	-0.0084	0.1225
O	-0.8792	6.016	21.0612	0.0364	-0.0107	0.0933
O	6.9041	0.7237	21.1642	0.0196	-0.0057	0.0584
O	-1.4017	-3.9089	21.6226	0.0016	-0.005	0.0555
O	8.7708	18.904	18.4164	0.021	0.0041	0.1359
O	2.7005	8.4301	23.2663	-0.0064	-0.0192	0.1486
O	11.5458	15.3739	19.2871	-0.0308	-0.0095	0.0648
O	5.5197	11.1271	18.4574	0.0303	0.0349	0.1326
O	1.5372	4.0121	24.4364	0.0073	-0.0061	0.0521
O	16.2626	-11.769	16.4626	-0.0252	0.0316	0.0772
O	-1.4652	6.7044	16.2088	0.0328	-0.0264	0.0994
O	11.8742	5.1754	15.5471	-0.0294	0.0103	0.0745
O	6.6788	-12.1739	21.5147	0.0124	-0.014	0.1277

Results
free energy: -229905.432 eV
free energy less fixed offsets of O -570.45, Si -639.56 eV per atom: -5.872 eV

The program warned: the cutoff lies below the one the program advises for these potential files; the forces do not sum to zero within the program's tolerance; empty levels may hold ghost states of the PAW files; the exchange-correlation potential is rough where the density is thin.
